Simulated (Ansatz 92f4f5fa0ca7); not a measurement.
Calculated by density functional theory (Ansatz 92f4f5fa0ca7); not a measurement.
Periodic cell of 259 atoms, Si144O115, from a study of silicon, its oxide and their interface. The atomic structure is a simulated model.

Settings: functional r2SCAN; potential files Ansatz PAW; basis plane waves; wave-function cutoff 800 eV; density cutoff ratio 5; exchange-correlation grid ratio 1; k mesh 1 x 1 x 1, shifted by 0.5 0.5 0 of a step; self-consistency stop 1e-10 eV per atom in the density residual; occupations fixed; spin none; net charge 0.

Cell vectors (angstrom)
a  10.88  0  0
b  0  10.88  0
c  0.5349  -2.6231  36.4358

Atoms and the computed forces on them: element, x, y, z (angstrom), force x, y, z (eV/angstrom)
Si  7.3691  11.3004  21.3864  -0.0203  -0.0136  -0.2572
Si  4.2007  9.1036  -4.7055  -0.0357  0.0248  0.2376
Si  8.2994  7.5194  -2.5408  0.0058  0.0211  0.2204
Si  6.7631  12.5077  16.2109  -0.0054  0.0401  -0.2236
Si  7.7808  5.7443  -6.6968  -0.0169  0.0082  0.2536
Si  1.6065  6.9883  -11.4819  0.0454  0.0121  0.0385
Si  6.9251  10.4605  18.3489  -0.0395  -0.0228  -0.3077
Si  10.7432  14.8766  -2.3416  -0.001  -0.0475  0.1979
Si  4.842  8.8311  0.0644  -0.0554  -0.0476  0.1644
Si  8.6819  12.7517  0.0495  0.0503  0.0189  0.177
Si  5.7671  4.4077  0.1262  0.012  -0.0221  0.2605
Si  7.9434  6.5898  0.2646  -0.036  -0.0115  0.1797
Si  0.5208  10.0697  0.1202  0.0487  0.0563  0.2627
Si  2.2599  11.8188  0.0461  -0.0395  0.0013  0.215
Si  9.5416  16.2109  1.3876  -0.0062  0.06  -0.0045
Si  3.0775  7.1882  0.3132  0.0252  0.038  0.1433
Si  4.0257  10.7655  1.2421  0.0028  -0.0091  -0.062
Si  6.8961  13.624  1.3453  -0.0361  0.0103  -0.0219
Si  4.1434  5.471  1.4683  -0.0444  0.0114  -0.0154
Si  6.6563  8.1309  1.4484  0.0561  -0.0261  -0.0186
Si  9.5786  10.9728  1.3291  0.0164  -0.0146  -0.0839
Si  12.139  13.5515  1.3033  0.0206  0.0071  -0.0337
Si  10.3693  14.4632  -0.0124  -0.0172  -0.0455  0.0837
Si  1.3969  8.3011  1.461  0.0128  -0.0193  -0.0482
Si  2.7536  9.5738  2.8547  -0.0098  0.009  -0.0296
Si  5.4516  12.1827  2.5577  0.023  0.0376  0.0458
Si  2.6732  14.9375  2.6292  0.0441  0.0241  0.064
Si  5.4393  6.7819  2.915  0.0046  0.0055  -0.0121
Si  8.1301  9.5677  2.6101  -0.0002  -0.0408  0.0841
Si  10.8647  12.267  2.8156  0.0142  0.0147  -0.0038
Si  8.1757  14.9435  2.8284  0.0092  0.0066  -0.0181
Si  10.9037  6.7921  2.6542  -0.0326  -0.0086  0.0602
Si  4.0732  8.1727  4.2078  0.0135  -0.0121  0.0067
Si  6.7942  10.893  4.0374  0.0178  0.0134  -0.0233
Si  4.0729  13.5571  3.9476  -0.001  -0.0017  0.0232
Si  6.8217  16.2939  4.1754  -0.0267  -0.0186  0.0228
Si  9.4891  8.1585  3.9713  0.0043  0.0088  0.0165
Si  12.2378  10.9151  4.1418  -0.0181  -0.0231  0.0458
Si  9.5189  13.6013  4.1894  0.0001  0.0061  0.009
Si  12.2493  5.4406  4.0577  0.0155  0.0134  -0.0302
Si  5.474  9.5485  5.4853  -0.0137  0.0285  0.0042
Si  8.1292  12.2194  5.4796  0.0122  -0.0218  0.0078
Si  5.4038  14.8987  5.4002  -0.0104  -0.0067  -0.0024
Si  8.1892  6.8282  5.428  0.0068  0.0025  0.0034
Si  10.844  9.4984  5.3883  0.0055  0.0017  -0.0006
Si  2.7519  12.2717  5.4216  0.0012  0.0002  0.0003
Si  10.8997  4.1115  5.4826  0.0377  -0.006  0.0164
Si  2.6945  6.7766  5.4932  -0.0282  0.018  0.0078
Si  4.0817  10.926  6.8109  -0.0156  -0.063  0.0008
Si  6.7472  13.5902  6.8132  0.0412  0.0127  -0.0158
Si  4.09  16.2656  6.8007  0.0019  0.0389  -0.0094
Si  6.8478  8.1594  6.8142  -0.0405  -0.0185  -0.011
Si  9.5209  10.8349  6.8017  -0.0089  0.0563  -0.0103
Si  1.4056  13.6026  6.8032  -0.0369  0.0033  -0.0061
Si  9.5182  5.4882  6.817  -0.0055  -0.0341  -0.0102
Si  12.1855  8.1759  6.7956  0.0489  -0.0133  -0.0058
Si  2.6872  9.5548  8.1285  0.0086  0.0201  -0.0129
Si  5.4143  12.2572  8.2161  -0.0011  0.007  -0.0048
Si  2.7549  14.9199  8.1936  -0.0106  -0.0064  -0.0105
Si  5.4767  6.7655  8.1314  0.0154  -0.0012  0.0016
Si  8.1898  9.4946  8.2046  0.0126  -0.0008  -0.0023
Si  10.9154  12.2096  8.1294  0.0091  -0.006  -0.0085
Si  8.1191  14.9877  8.1301  -0.0136  0.0007  0.0025
Si  10.8434  6.8524  8.1923  0.0064  -0.0005  0.0023
Si  4.0909  8.1726  9.3909  -0.0181  -0.0028  -0.0098
Si  6.801  10.8674  9.4914  0.0325  0.0254  -0.0562
Si  4.0807  13.5878  9.6486  0.0027  0.0148  -0.0286
Si  6.7921  5.4297  9.5874  0.0042  0.0046  -0.0145
Si  9.515  8.1723  9.6498  0.0194  0.0111  -0.0176
Si  1.365  10.8827  9.5862  0.0055  0.0077  -0.0186
Si  9.5165  13.5986  9.394  -0.0003  -0.0131  -0.0334
Si  1.3643  16.3335  9.4205  -0.0087  0.0017  -0.0467
Si  5.4174  9.5007  10.7926  0.039  0.0157  0.0319
Si  8.1868  12.2499  10.7665  -0.008  0.0228  -0.0213
Si  5.4433  14.9655  11.0134  0.011  -0.0218  -0.0576
Si  8.134  6.7857  10.9965  0.0086  0.0184  -0.0412
Si  0.0204  9.5499  11.0125  0.013  -0.0192  -0.0779
Si  2.7137  12.2117  11.023  -0.0324  -0.019  -0.0388
Si  10.8575  14.9841  10.7064  0.0131  -0.0023  0.0103
Si  2.7516  6.8019  10.7042  0.0111  0.0003  0.052
Si  4.1301  10.7728  12.3142  0.0139  -0.0136  0.0657
Si  6.8852  13.5329  12.2393  -0.0212  0.0011  0.0704
Si  4.0102  5.5341  12.2257  -0.0217  -0.0047  0.0281
Si  6.6892  8.169  12.2666  -0.0026  0.0087  0.0637
Si  -1.406  10.9772  12.2774  -0.0445  -0.0109  0.0796
Si  1.2599  13.6939  12.1698  -0.0052  0.0083  0.0498
Si  9.562  5.3618  12.2209  -0.0096  -0.0285  0.0446
Si  1.4639  8.0739  12.1791  -0.0148  0.0033  0.0378
Si  3.2231  8.9196  13.4975  0.0092  -0.0411  -0.1011
Si  5.9719  11.7163  13.4667  0.0447  -0.0172  -0.2063
Si  2.2149  4.5681  13.4109  0.0021  0.0197  -0.1036
Si  4.9515  7.2293  13.5981  -0.0018  -0.0402  -0.08
Si  7.6769  9.9472  13.4234  -0.0457  0.085  -0.1903
Si  -0.5243  12.8644  13.4529  -0.0196  0.0315  -0.1888
Si  7.8863  4.3683  15.7221  -0.0353  -0.0069  -0.1894
Si  0.5049  6.2929  13.3741  -0.0095  -0.0205  -0.1836
Si  0.4017  4.1771  -8.01  -0.0613  0.0001  0.1901
Si  8.589  14.5451  13.5437  -0.0274  -0.0202  -0.0932
Si  1.5142  13.7184  17.798  -0.0472  0.0101  -0.2763
Si  3.4459  9.7028  20.047  0.0377  0.0116  -0.2713
Si  1.6916  6.4485  -2.4367  0.0027  0.0367  0.2469
Si  0.5778  11.5748  16.0444  0.0086  0.0085  -0.1843
Si  0.8205  12.5325  -11.9158  0.0338  0.0385  -0.0707
Si  10.1224  10.3071  -9.0089  -0.0094  -0.002  0.2175
Si  6.8374  13.1931  -10.516  0.0013  0.0254  0.0831
Si  9.4489  6.2139  -11.88  -0.0179  -0.0231  -0.0555
Si  2.6177  9.4049  15.6834  -0.0025  -0.0684  -0.2267
Si  3.3098  6.168  -4.8324  0.0008  0.0774  0.274
Si  5.3866  14.1089  -2.7287  0.0192  0.0256  0.2748
Si  8.0871  4.6332  -3.8593  0.0324  0.0377  0.3221
Si  4.8478  5.0212  -7.0027  0.0225  0.048  0.2422
Si  4.5636  14.6462  -11.9342  -0.0016  -0.0395  -0.0455
Si  8.7484  4.4878  -9.4664  0.0119  0.0467  0.1767
Si  8.8991  11.2583  -11.6764  0.0096  -0.0446  0.0333
Si  1.0395  6.8962  -6.7907  0.0376  0.0313  0.2171
Si  7.2522  11.7023  -2.4879  0.0405  0.0464  0.3146
Si  0.0707  9.033  -2.8672  -0.0078  0.0038  0.2462
Si  5.7579  9.1713  -2.0533  0.01  -0.0511  0.2507
Si  5.3905  6.1969  15.7356  0.0006  -0.0191  -0.2216
Si  3.5967  12.5841  19.8392  -0.0478  -0.0241  -0.2336
Si  5.288  9.5723  22.6355  -0.0092  0.0242  -0.244
Si  1.6307  10.822  -4.8165  0.031  -0.0148  0.2642
Si  8.3386  11.0907  -5.4415  -0.0399  -0.0129  0.2507
Si  8.7469  6.1101  23.1469  0.0184  -0.0753  -0.1307
Si  4.7717  13.011  -8.2195  0.0303  0.0122  0.2044
Si  5.7069  10.6823  -6.9032  0.0267  -0.0479  0.2711
Si  1.8513  10.0058  -10.6516  -0.0434  0.0019  0.0754
Si  4.7071  9.449  -9.6079  0.0297  -0.0264  0.1403
Si  10.6513  12.3042  -6.7453  0.0408  -0.0865  0.2293
Si  5.942  13.9924  20.8926  0.0078  -0.0802  -0.2199
Si  2.4719  13.9684  -9.7442  -0.0039  0.0028  0.0826
Si  4.4668  14.8758  23.3491  0.0707  -0.0475  -0.1452
Si  8.7563  10.3943  16.1028  0.03  -0.0173  -0.2065
Si  4.6177  8.505  17.7249  -0.0161  -0.0433  -0.36
Si  2.8755  4.5545  15.6588  -0.0061  0.0452  -0.1825
Si  9.9499  12.7974  21.8453  -0.0201  0.0042  -0.1733
Si  2.5146  13.122  -2.8868  -0.0104  -0.0384  0.2614
Si  5.3246  9.3538  -12.444  0.0218  0.0374  -0.0223
Si  9.4073  8.474  -6.6659  -0.0209  -0.0074  0.2055
Si  0.9289  6.9044  16.3005  0.0015  0.0101  -0.281
Si  8.7351  4.4594  20.5242  0.0453  0.0032  -0.2648
Si  3.1554  6.8819  -8.8977  -0.0138  -0.0075  0.199
Si  10.1424  5.0606  17.8418  0.0636  0.0204  -0.3443
Si  1.8035  11.3025  21.7085  0.0677  -0.0015  -0.2441
O  8.2126  4.7601  -5.4716  0.0036  0.019  -0.2012
O  1.6631  8.5892  -11.3828  -0.0001  0.0291  -0.0311
O  8.679  7.3559  -0.9741  0.0396  0.0104  -0.185
O  0.0494  9.6713  -1.3881  -0.0283  -0.0471  -0.2251
O  0.4358  10.191  -3.9231  0.0109  0.0669  -0.1234
O  3.3005  12.9027  -8.8652  -0.0323  -0.0144  -0.0619
O  2.2891  6.5097  -0.9519  -0.0619  -0.0562  -0.1751
O  5.6934  12.1966  15.0312  0.0487  0.0067  0.1301
O  1.9951  10.8981  15.6979  -0.014  0.0358  0.0719
O  6.9529  5.7149  15.7528  0.0351  -0.0359  0.0406
O  9.5061  9.0653  -8.1705  0.0256  0.0409  -0.1447
O  6.1791  5.8768  -6.7326  -0.0571  0.0037  -0.0742
O  4.7632  11.9827  -6.9761  -0.0238  0.047  -0.1027
O  10.8022  6.5119  17.5045  -0.0493  -0.0035  0.1471
O  0.0921  6.4751  -11.4332  0.0047  0.0058  0.0156
O  0.1861  13.8455  -6.9608  0.0177  0.0629  -0.0734
O  2.4602  14.144  16.5449  -0.0132  -0.088  0.1277
O  4.963  14.874  21.8203  -0.041  0.0515  0.1218
O  1.2456  7.9178  -2.9374  0.0119  0.0178  -0.1032
O  6.5344  12.6732  21.6386  -0.0089  -0.0093  0.0964
O  6.9818  14.0845  16.4303  -0.035  -0.0129  0.1019
O  2.686  12.3769  -1.447  0.0421  0.0521  -0.1946
O  6.588  14.9356  -3.4921  0.0037  0.0121  -0.1156
O  8.255  6.1107  -3.2758  -0.0215  -0.0435  -0.1238
O  1.7939  10.7625  23.2229  -0.0075  -0.0402  0.1527
O  3.0618  12.3082  21.3688  -0.0519  -0.0014  0.1498
O  4.6251  9.4864  -3.1813  -0.071  0.0141  -0.1523
O  5.1721  14.4461  -7.5991  -0.0044  -0.06  -0.0763
O  5.69  9.5649  -10.8822  0.0266  0.0079  -0.0164
O  3.5424  8.4891  18.9617  -0.0637  0.0185  0.1894
O  1.5776  11.1044  -11.8155  0.0047  -0.0156  -0.0125
O  3.5069  14.6862  -10.7269  0.0062  0.0186  -0.0101
O  2.4481  13.3958  19.0584  0.0823  -0.0431  0.184
O  4.3169  8.0819  -12.4921  -0.0164  0.0175  0.0295
O  9.2018  5.1242  19.1344  -0.094  -0.0243  0.2624
O  8.224  11.906  15.7777  -0.0159  -0.0274  0.0726
O  2.43  6.3638  -10.2386  -0.0285  -0.04  -0.0827
O  5.3049  9.7019  -5.7017  0.052  0.0446  -0.1449
O  10.0029  13.4436  23.3145  0.0005  0.0317  0.114
O  6.7854  10.0572  22.2325  -0.0279  -0.04  0.0912
O  1.9023  6.4122  -5.5442  -0.0861  -0.0019  -0.1229
O  5.8429  12.6014  -9.3766  0.0143  -0.0159  -0.0887
O  0.3608  5.539  -2.4981  -0.0285  -0.0012  -0.08
O  0.1504  12.6476  14.9297  0.0022  -0.0222  0.0795
O  8.9599  9.6189  -5.6349  0.032  -0.0359  -0.0934
O  6.0434  14.2599  -11.4274  0.0121  0.0232  -0.0068
O  6.7824  8.0755  -2.681  0.012  0.0025  -0.1258
O  9.2016  10.4574  -10.311  -0.0413  0.0041  -0.0824
O  4.437  9.3807  21.2774  0.0722  -0.0077  0.1819
O  9.3677  7.5583  23.5398  0.0152  0.0344  0.02
O  4.2935  7.9316  -9.2957  0.0194  0.0141  -0.0553
O  4.479  4.8351  15.7669  -0.011  0.0119  0.0815
O  5.9345  9.2001  18.329  0.0334  0.0131  0.1172
O  0.1067  6.7528  14.9086  0.0346  0.0097  0.1735
O  7.194  11.2174  -6.5774  -0.0371  0.0145  -0.1236
O  9.477  8.4346  -3.1653  -0.0295  0.0193  -0.0926
O  8.1248  9.4464  14.9491  0.0319  -0.0156  0.1663
O  6.3101  11.7376  17.5504  -0.0151  -0.0335  0.1661
O  9.4412  12.2452  -5.6731  0.0385  0.0543  -0.0776
O  6.8713  5.514  -0.3696  0.0565  0.0474  -0.0716
O  6.7346  10.4129  -1.6793  0.0301  0.0068  -0.1159
O  1.5598  8.3864  16.4064  -0.0293  -0.0004  0.1086
O  3.8521  13.9804  -3.2694  -0.0218  0.0452  -0.1032
O  2.3659  12.0102  -4.0286  -0.0222  -0.0617  -0.13
O  5.2977  8.1395  23.3969  -0.018  -0.056  0.0705
O  10.1096  11.6608  -8.1234  -0.0108  -0.0318  -0.1342
O  9.3612  14.6794  -3.2244  -0.0959  0.0093  -0.1479
O  7.152  6.2692  23.1723  -0.0253  0.0078  0.0186
O  1.9995  7.5105  -7.94  0.0418  0.0216  -0.1231
O  2.1765  5.8759  16.3034  -0.0271  0.0201  0.117
O  10.8969  8.0086  -6.2515  0.0063  -0.02  -0.0622
O  8.0058  13.9897  -9.7757  -0.0017  -0.0383  -0.0354
O  2.746  9.6855  -5.0972  -0.0095  -0.0056  -0.0937
O  0.471  12.1447  21.4107  -0.0263  0.0102  0.0587
O  0.6922  12.3688  17.4376  0.0194  0.0492  0.1583
O  3.3239  10.2142  -10.0027  -0.0252  0.0219  -0.0287
O  9.0711  5.5686  21.6552  0.0081  0.0752  0.1336
O  3.9978  9.4092  16.5334  0.097  0.031  0.2077
O  5.1484  14.7018  -1.2458  -0.0221  -0.0339  -0.2137
O  1.8699  14.9811  -8.6473  0.0516  0.0004  -0.0771
O  10.2827  14.9704  -9.2542  0.0007  -0.0115  -0.0911
O  1.9787  10.0256  20.6868  -0.0558  0.0133  0.1045
O  8.2075  5.1067  -8.0956  0.032  -0.0617  -0.1567
O  3.8761  11.0816  19.262  -0.0012  0.0077  0.0797
O  10.3584  10.3933  16.0787  -0.0089  -0.0305  0.0588
O  4.9633  13.4395  19.7249  0.0628  0.0486  0.0931
O  1.2599  13.3213  -10.5773  -0.0373  -0.0139  -0.0105
O  0.7757  10.084  -9.4511  0.0562  0.0019  -0.0661
O  9.2427  4.6021  16.5734  0.0995  0.0238  0.1619
O  4.2105  7.5042  -4.8828  0.0109  -0.041  -0.1025
O  7.1604  14.9384  20.402  -0.0322  0.0033  0.0806
O  2.8625  14.7626  23.5788  -0.0378  0.0159  0.014
O  5.5466  9.9497  -8.3277  -0.0287  -0.0425  -0.164
O  0.2039  5.6098  -7.2977  -0.028  -0.063  -0.0761
O  8.7396  7.6123  -12.2537  -0.009  0.0061  0.0477
O  4.6605  10.8009  23.5063  -0.0079  0.0481  0.0764
O  9.5542  13.9662  20.7952  0.0163  -0.0513  0.0676
O  7.813  11.2758  -3.9299  0.0691  -0.0277  -0.2232
O  4.6263  5.2973  -12.4491  0.013  0.004  0.0533
O  8.3956  7.2289  -6.5522  -0.01  0.0082  -0.06
O  8.62  5.5552  -10.6652  -0.0229  0.0292  -0.0433
O  3.9193  5.7406  -8.0859  -0.0257  0.0129  -0.1003
O  8.8855  11.5831  21.8239  0.0297  -0.0077  0.0759
O  5.9395  12.6036  -2.674  -0.0139  -0.0102  -0.0903
O  10.097  12.3138  -11.9679  -0.0214  0.0107  -0.0004
O  0.4625  14.8932  18.1106  -0.0203  -0.0137  0.1113
O  7.3041  10.908  19.8276  0.0263  0.0688  0.2415
O  8.2625  9.9735  17.5703  -0.0116  -0.0184  0.133
O  4.0815  4.958  -5.5674  0.0357  -0.0591  -0.1492
O  1.0082  11.4127  -6.1847  -0.0673  0.0507  -0.1603
O  2.9188  5.847  -3.3035  0.0724  -0.0311  -0.162
O  8.3533  12.4109  -1.5386  -0.0579  -0.0625  -0.1986
O  5.023  7.0727  17.0709  -0.0093  0.0892  0.2077
O  7.4951  12.0455  -11.4556  -0.0044  -0.0053  -0.0231
O  1.1214  13.9722  -2.8659  0.0167  0.0163  -0.1135

Results
free energy: -157706.436 eV
free energy less fixed offsets of O -570.45, Si -639.56 eV per atom: -8.046 eV

The program warned: the cutoff lies below the one the program advises for these potential files; the forces do not sum to zero within the program's tolerance; empty levels may hold ghost states of the PAW files; the exchange-correlation potential is rough where the density is thin.
